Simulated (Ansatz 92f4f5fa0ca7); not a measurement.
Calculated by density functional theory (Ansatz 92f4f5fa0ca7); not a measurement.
Periodic cell of 225 atoms, Si132O91P2, from a study of silicon, its oxide and their interface. The atomic structure is a simulated model.

Settings
functional: PBE
potential files: Ansatz PAW
basis: plane waves
wave-function cutoff: 700 eV
density cutoff ratio: 5
exchange-correlation grid ratio: 1
k mesh: 2 x 2 x 1, shifted by 0.5 0.5 0.5 of a step
self-consistency stop: 5e-08 eV per atom in the density residual
occupations: fixed
spin: none
net charge: 0

Cell vectors (angstrom)
a  10.938  0  0
b  0  10.938  0
c  0  0  31.9494

Atoms and the computed forces on them: element, x, y, z (angstrom), force x, y, z (eV/angstrom)
Si  10.5511  0.1441  24.5646  0.0034  -0.0015  -0.0119
Si  5.0414  0.2013  24.6931  -0.0353  -0.017  -0.0012
Si  2.7893  2.3851  24.5033  0.0075  -0.0215  0.0058
Si  8.4886  2.5332  24.616  -0.0093  0.0229  -0.0247
Si  10.7093  5.6744  24.34  -0.0254  -0.0142  -0.0297
Si  5.0993  5.6638  24.4589  0.0014  0.0044  -0.0104
Si  2.9345  8.0055  24.4386  0.0229  0.004  -0.0283
Si  8.39  7.8875  24.4212  0  -0.0047  -0.0054
Si  1.2653  1.2572  25.8719  0.0215  -0.021  0.0026
Si  6.7684  1.3912  25.7902  -0.0045  -0.0079  0.0009
Si  3.9467  4.067  25.7556  0.0181  -0.0119  -0.0005
Si  9.6638  4.1076  25.8493  0.0098  0.0339  0.0044
Si  1.3081  6.8509  25.7163  0.0042  -0.0115  0.0264
Si  6.7749  6.7672  25.7429  0.0072  0.0072  0.0273
Si  3.9657  9.5286  25.9626  -0.03  0.0034  -0.0173
Si  9.423  9.5003  25.8452  0.0212  -0.0211  0.0103
Si  2.6046  -0.0671  27.2913  -0.0217  0.0262  -0.023
Si  8.0868  -0.0208  27.1846  0.0025  -0.0093  0.0023
Si  0.0339  2.7393  27.2334  -0.0113  0.0025  0.0026
Si  5.4083  2.7745  27.1445  -0.0074  0.0021  0.0006
Si  2.6332  5.4591  27.138  0.0056  -0.0079  0.0081
Si  8.1619  5.4242  27.1424  0.001  0.0293  -0.018
Si  -0.0311  8.2034  27.1563  0.0006  0.0058  -0.0127
Si  5.4779  8.1849  27.1756  0.0074  -0.0229  -0.0171
Si  4.063  1.3601  28.5178  0.0094  0.0206  -0.0244
Si  9.5223  1.3603  28.5134  -0.0036  -0.013  -0.0192
Si  1.363  4.1075  28.5911  0.014  -0.0026  -0.0089
Si  6.7978  4.0947  28.5368  -0.0052  -0.0157  -0.0153
Si  4.0709  6.8095  28.4945  -0.0056  -0.0131  -0.0096
Si  9.5322  6.8169  28.5017  0.0026  -0.0073  -0.0114
Si  1.2791  9.522  28.6244  -0.017  -0.0233  0.0062
Si  6.7911  9.5552  28.581  -0.0022  -0.0038  -0.0056
Si  -0.0468  0.0196  29.92  -0.0081  -0.0031  -0.0126
Si  5.4403  0.0147  29.9069  -0.0054  0.0021  0.0014
Si  2.7416  2.7343  29.9139  0.0137  0.0032  -0.0035
Si  8.1833  2.7382  29.8941  -0.0035  -0.0037  0.0047
Si  -0.0252  5.4827  29.9042  -0.0131  0.0102  -0.0017
Si  5.4496  5.4768  29.8943  -0.0109  0.0025  0.0034
Si  2.7366  8.1838  29.9047  -0.0031  -0.0039  -0.01
Si  8.2043  8.1995  29.8993  0.008  0.0008  -0.0027
Si  1.3673  1.3673  31.2657  0.0085  0.0863  0.0177
Si  6.8362  1.3673  31.2657  0.0008  0.0399  0.0231
Si  4.1018  4.1018  31.2657  0.0427  -0.0059  0.1025
Si  9.5708  4.1018  31.2657  -0.1342  -0.0479  -0.004
Si  1.3673  6.8362  31.2657  -0.0095  -0.0478  0.0771
Si  6.8362  6.8362  31.2657  -0.007  0.0288  -0.0368
Si  4.1018  9.5708  31.2657  -0.1018  -0.0083  0.0436
Si  9.5708  9.5708  31.2657  -0.2211  -0.0532  0.1718
Si  2.7345  0  0.6835  0.0436  0.0109  -0.0543
Si  8.2035  0  0.6835  0.0219  -0.0002  -0.162
Si  0  2.7345  0.6835  0.1097  0.0469  -0.0378
Si  5.469  2.7345  0.6835  0.0355  0.0548  0.0257
Si  2.7345  5.469  0.6835  -0.0101  -0.0526  -0.1284
Si  8.2035  5.469  0.6835  0.0457  0.0646  -0.0876
Si  0  8.2035  0.6835  0.0823  0.0559  0.0512
Si  5.469  8.2035  0.6835  0.1082  0.0946  -0.0064
Si  4.1125  1.3641  2.0555  0.0071  -0.0073  0.0017
Si  9.6063  1.339  2.0351  -0.001  -0.0058  0.0005
Si  1.3657  4.1228  2.0491  0.0048  0.0056  0.0012
Si  6.8391  4.1223  2.0374  0.0013  0.0048  0.0093
Si  4.103  6.8357  2.0337  0.004  -0.019  0.0014
Si  9.5839  6.8289  2.057  0.0058  -0.008  0.0016
Si  1.3702  9.5927  2.0467  0.0015  0.0075  -0.0008
Si  6.8384  9.6013  2.0428  0.0109  0.007  0.0017
Si  0.0486  0.023  3.4579  0.0108  0.0037  0.0158
Si  5.5054  0.0281  3.4442  0.0065  -0.0038  0.0213
Si  2.7415  2.7542  3.3881  -0.0071  0.0068  0.0152
Si  8.2719  2.7647  3.3265  0.0096  0.0081  -0.0077
Si  0.0485  5.5053  3.4564  0.0122  0.0029  0.0176
Si  5.4946  5.5137  3.4106  -0.001  0.0141  0.017
Si  2.7616  8.2334  3.3742  -0.0017  0.0057  0.0119
Si  8.2596  8.2742  3.3752  0.0071  0.0187  0.0105
Si  1.419  1.4218  4.8231  -0.0201  0  0.0012
Si  6.9489  1.4499  4.715  0.0053  -0.01  0.0112
Si  4.1038  4.1242  4.7323  0  0.0076  0.0084
Si  9.6349  4.05  4.7511  0.0171  -0.0186  0.0128
Si  1.4095  6.9539  4.8061  -0.0102  0.0008  -0.0017
Si  6.8685  6.9652  4.7129  -0.0221  0.0028  0.0055
Si  4.1317  9.5442  4.7706  0.0019  -0.0062  -0.004
Si  9.6559  9.5551  4.8208  0.0117  -0.0072  -0.0056
Si  2.8055  0  6.1165  -0.0071  -0.0089  0.0133
Si  8.3401  0.095  6.0762  0.001  0.004  0.0134
Si  0.0675  2.7682  6.2663  -0.0095  -0.0094  -0.0275
Si  5.5641  2.8175  6.0494  -0.008  -0.005  -0.0025
Si  2.8043  5.5711  6.0883  0.007  0.0004  0.0158
Si  8.2965  5.5694  5.9166  -0.0119  0.0023  0.02
Si  0.1097  8.2864  6.3291  -0.0037  -0.0084  -0.0207
Si  5.5374  8.2774  6.2086  -0.0069  -0.0068  -0.0106
Si  4.4778  1.1492  7.2843  -0.0054  -0.0116  0.0178
Si  9.8866  1.1142  7.5834  -0.0149  -0.0208  0.0143
Si  1.236  4.4774  7.4405  0.0101  0.0133  0.0169
Si  6.7043  4.5144  7.2277  0.01  0.0177  0.0187
Si  4.369  6.6622  7.5081  -0.0083  -0.0223  0.0018
Si  9.8047  6.5809  7.4203  -0.0302  -0.031  0.0106
Si  1.3441  9.8967  7.6881  0.0129  0.0262  0.0255
Si  6.7683  9.9375  7.3942  0.0084  0.0199  0.0213
O  9.4998  1.3333  24.0494  0.0226  -0.0006  -0.0431
O  4.0504  6.8606  23.9627  -0.0044  0.0121  -0.0234
O  3.966  1.2979  24.0498  -0.0055  0.0146  -0.046
O  9.5325  6.7811  23.9049  0.0067  0.0072  -0.0241
O  0.0303  5.5092  7.9553  0.0039  0.0034  0.0292
O  5.6213  0.1021  7.8902  0.0085  -0.0046  0.0297
O  0.1374  0.0505  8.1188  0.0025  -0.0071  0.0216
O  5.5901  5.5833  7.8479  0.0031  0.0047  0.0315
O  7.6739  3.9356  8.4115  -0.0133  -0.023  0.0144
O  8.8218  7.0169  8.6796  0.0205  0.0224  0.0069
O  2.2236  9.389  9.0345  -0.012  -0.0159  -0.0045
O  8.9968  1.6517  8.8893  0.0247  0.0198  -0.007
O  7.6671  9.4367  8.6891  -0.0128  -0.0322  0.0156
O  3.6342  1.7881  8.5335  0.0176  0.0257  0.0131
O  3.6034  7.1431  8.9105  0.0158  0.0234  0.003
O  2.1315  4.0069  8.7502  -0.0104  -0.0181  0.0016
O  8.0151  3.5511  23.402  -0.0288  -0.0268  -0.0259
O  0.5022  5.0724  22.9566  -0.0096  -0.0161  0.0073
O  1.9496  2.8683  23.1681  -0.0039  0.0233  -0.0313
O  5.6954  4.916  23.1115  0.0193  -0.0058  -0.0115
O  5.5148  10.0722  23.5439  0.028  0.0301  -0.011
O  2.3312  8.7056  23.0571  -0.018  -0.0027  0.0004
O  0.168  10.2411  23.2632  0.0152  0.0132  -0.0063
O  7.7285  8.5873  23.0735  -0.0064  -0.0064  -0.0012
Si  8.494  7.8409  18.5982  0.0063  0.0039  -0.0047
Si  8.9179  6.288  13.6922  -0.0026  0.0001  0.0265
Si  3.8481  1.2042  14.508  -0.0064  -0.0034  0.0052
P  2.549  5.4479  17.4646  -0.015  -0.0122  -0.0353
Si  2.4074  3.0993  19.4687  -0.0093  0.004  -0.0062
Si  9.8758  8.9417  12.0721  0.0003  -0.0045  -0.0071
Si  1.2202  9.5628  22.228  -0.0074  -0.0114  0.0106
Si  9.1913  0.8724  13.2317  0  -0.0032  0.0063
Si  1.4548  4.889  13.0437  -0.0001  0.0011  0.0112
Si  1.8329  8.1018  12.7915  0.006  -0.004  0.0055
Si  6.5887  9.5743  22.4464  -0.0048  0.0103  0.0106
Si  4.7114  4.2242  15.3804  -0.0059  0.0071  0.0023
Si  8.2644  2.9596  9.5506  -0.0093  0.0036  -0.0154
P  0.5853  8.3812  19.4768  -0.026  0.0008  -0.0083
Si  6.903  1.3541  21.1167  -0.0025  0.0009  0.0115
Si  8.2842  8.2403  9.6103  -0.0017  0.0017  -0.0146
Si  10.9947  5.1209  15.6787  0.0041  0.0146  0.008
Si  7.5145  9.4439  16.3396  0.0024  -0.0089  -0.0006
Si  9.8621  2.1743  20.4115  -0.0054  0.0039  -0.0053
Si  3.2616  8.4241  9.8984  0.0053  -0.0026  -0.0081
Si  6.7293  3.3177  17.3915  -0.0038  -0.0005  -0.004
Si  1.0589  0.2899  19.9824  0.0025  0.0012  -0.014
Si  3.2818  2.6732  12.2231  0.0018  -0.0072  -0.0035
Si  7.1317  5.4578  19.7105  0.0038  0.0009  0.0046
Si  5.8404  8.4848  11.4369  0.0032  -0.0022  -0.0044
Si  5.9678  5.9154  13.0659  -0.0038  -0.0009  0.0082
Si  4.5404  9.6845  17.633  -0.0074  -0.0089  0.0078
Si  1.0182  3.7342  22.1427  0.0137  0.0073  0.0058
Si  4.8754  1.4646  18.8295  0.0035  -0.005  -0.0044
Si  3.246  3.0599  9.4494  0.0065  -0.0064  -0.0173
Si  6.5389  10.5637  13.706  0.0014  -0.0044  -0.0004
Si  10.3087  0.0704  16.0322  0.0066  0.0093  -0.0039
Si  5.7369  3.5422  11.0595  -0.0053  -0.0114  -0.0042
Si  9.8854  3.7914  11.9308  -0.0035  -0.0029  -0.0079
Si  2.2707  9.7931  15.5408  0.0032  -0.0115  -0.0004
Si  5.8826  8.152  19.879  -0.0053  0.0033  0.0043
Si  6.8068  3.9675  22.3931  0.0007  -0.0048  0.0182
Si  9.7807  2.7309  17.4346  0.0039  0.0033  -0.0013
O  7.3063  6.2809  13.938  -0.0149  -0.0008  -0.0204
O  10.2853  3.9937  16.5742  0.0074  -0.0067  0.0058
O  6.0649  9.8835  17.007  -0.0033  -0.0089  0.0025
O  10.1337  0.6977  14.5402  -0.017  -0.013  0.0047
O  8.412  6.265  19.0581  -0.0315  0.0208  0.0062
O  5.1345  0.2415  14.2442  0.0019  0.0061  -0.0051
O  5.6886  2.0887  17.5773  0.0035  0.0073  0.0282
O  8.2691  2.0566  20.6184  0.0079  -0.015  0.0038
O  2.0799  3.9832  18.1218  0.0138  -0.0087  0.0407
O  6.985  2.6243  10.5239  -0.0041  0.0254  0.002
O  4.9204  2.6242  12.1292  -0.0145  0.0229  -0.0233
O  6.1565  4.2067  16.1531  -0.0146  -0.0196  0.0086
O  4.6251  3.8725  9.8732  -0.0085  -0.029  0.0205
O  10.6127  2.9525  21.635  0.0007  -0.0081  -0.0134
O  9.8607  6.1479  15.0467  0.0055  -0.0235  -0.0216
O  5.8887  6.5136  19.8751  0.0338  0.0106  -0.001
O  4.0438  0.1891  18.247  0.025  -0.0192  -0.0009
O  9.3588  10.4625  12.3278  0.0062  0.0135  0.0202
O  2.8778  4.1564  12.7847  -0.0082  -0.0161  -0.0036
O  1.8855  10.7794  21.3373  -0.0276  -0.006  -0.0175
O  3.9827  2.6598  19.5072  0.0024  -0.0091  -0.0081
O  0.6699  9.9641  15.9879  -0.0085  0.0036  0.001
O  1.0587  9.8998  19.0028  0.0043  0.0121  0.034
O  1.6618  1.649  19.3441  -0.0012  0.0027  0.0137
O  8.8648  10.376  16.518  0.0003  -0.0028  -0.0152
O  4.699  8.6161  18.8628  0.0266  0.0232  -0.0056
O  9.5795  8.6981  10.4864  -0.0138  -0.0096  0.021
O  6.7322  4.2357  18.7312  0.0049  -0.0069  -0.0087
O  2.9077  1.4348  13.1848  0.0176  0.0138  -0.0001
O  5.67  8.7709  21.3649  0.0105  -0.0123  -0.0182
O  2.5719  2.4252  10.7883  0.0323  0.02  0.0184
O  7.4718  4.8239  21.1711  -0.0189  0.0119  -0.0119
O  5.3145  7.3006  12.4546  0.0299  -0.0117  -0.0007
O  0.5088  8.9439  12.4124  -0.0104  -0.0161  -0.0036
O  7.5864  0.8878  13.5816  0.0041  -0.0249  0.0034
O  7.1602  9.4367  14.7398  0.0019  0.0224  -0.0034
O  9.1344  4.942  12.797  0.0238  -0.0041  -0.0039
O  8.029  8.0244  17.0198  -0.0078  0.0085  0.0177
O  6.1183  2.5406  21.9453  0.0143  -0.0005  -0.0154
O  2.4118  8.8795  14.1457  -0.0087  0.0033  0.0072
O  0.4958  4.2959  11.8625  -0.0022  0.0022  0.0154
O  0.4089  8.6184  21.1257  0.0242  0.0177  0.0041
O  9.3731  3.7917  10.3927  -0.0136  -0.0188  0.023
O  9.6363  2.2825  12.5331  -0.016  -0.0018  -0.0058
O  7.3771  8.6829  19.4493  0  -0.0408  -0.0017
O  2.6463  8.057  11.3689  -0.0162  -0.0031  -0.0036
O  4.2935  2.6761  15.0479  0.0009  -0.001  -0.0054
O  0.8425  4.3745  14.4632  -0.0087  0.0263  -0.0073
O  10.0582  3.0161  19.0201  -0.0133  -0.0215  -0.0075
O  9.2378  7.719  12.9609  -0.0078  -0.0086  -0.0194
O  10.4378  0.6483  20.3251  0.0188  0.012  0.0063
O  6.2589  4.9039  11.7945  -0.0152  -0.0028  0.0116
O  8.1796  2.6445  17.1154  0.0045  0.0096  0.016
O  3.4836  4.8765  16.2423  0.0077  -0.0119  0.0013
O  4.7301  9.0262  10.3446  0.0185  -0.0189  0.0091
O  1.5686  6.5164  13.1249  -0.0008  -0.0056  -0.0054
O  4.9354  5.2128  14.1062  0.0105  -0.0137  -0.0088
O  1.9485  3.9604  20.7958  0.0001  -0.0317  -0.0165
O  10.5502  1.3411  17.0386  -0.0188  0.01  -0.0065
O  1.1786  5.8772  16.6345  -0.0001  -0.038  -0.0164
O  7.3152  10.9378  21.9165  -0.0074  -0.0012  -0.0118
O  5.9296  0.8772  19.9172  -0.0102  0.0251  -0.0076
O  6.3128  9.7964  12.2848  -0.0018  -0.0117  0.013
O  2.8208  0.3956  15.4642  0.0052  -0.003  -0.0041
O  7.0898  7.793  10.6281  -0.0045  0.0217  0.0049
O  9.9588  8.4595  18.9567  -0.0199  -0.0239  0.0035
O  3.341  9.1304  16.6336  0.0128  0.0179  0.001

Results
free energy: -137194.376 eV
free energy less fixed offsets of O -569.03, P -756.45, Si -635.61 eV per atom: 0.774 eV

The program warned: the cutoff lies below the one the program advises for these potential files; the exchange-correlation potential is rough where the density is thin.
